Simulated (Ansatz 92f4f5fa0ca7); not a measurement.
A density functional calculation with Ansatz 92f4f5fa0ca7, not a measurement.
Periodic cell of 213 atoms, Si132O78H3, from a study of silicon, its oxide and their interface. The atomic structure is a simulated model.
Doubt: the cutoff is far below the 930 eV that the study's wrapper takes by default for these files, so forces and energies are approximate.
This geometry differs little from another in the collection (a relaxation step or a small displacement).

Settings: functional PBE; potential files Ansatz PAW; basis plane waves; wave-function cutoff 580 eV; density cutoff ratio 5; exchange-correlation grid ratio 1; k mesh 1 x 1 x 1, Gamma-centred; self-consistency stop 5e-08 eV per atom in the density residual; occupations fixed; spin none; net charge -1 e, with a uniform compensating background and no finite-size correction.

Cell vectors (angstrom)
a 10.938 0 0
b 0 10.938 0
c 0 0 31.3387

Atoms and the computed forces on them: element, x, y, z (angstrom), force x, y, z (eV/angstrom)
Si 10.3426 0.5144 23.9877 0 -0.0006 0.0011
Si 5.7172 10.6274 23.9239 0.0003 -0.0003 -0.0002
Si 2.1926 3.0442 23.9117 0.0004 0.0011 0.0004
Si 8.6441 2.2232 24.0037 0 -0.0005 0.0008
Si 0.334 4.8855 23.8773 0.0006 0.0004 -0.0003
Si 4.8782 5.9248 24.0356 -0.0001 -0.0004 0.0013
Si 3.195 7.6493 23.8761 0.0006 -0.0008 0.0013
Si 7.504 8.7912 23.832 -0.0001 0.0004 0.0016
Si 1.1826 1.4145 25.2667 -0.0008 0.0002 -0.0009
Si 6.8353 1.3094 25.2199 0.0003 -0.0005 -0.0001
Si 3.9284 4.104 25.1873 -0.0003 0.0006 -0.001
Si 9.592 3.9867 25.2599 0.0003 -0.0011 -0.0001
Si 1.3334 6.7312 25.0471 0.0004 -0.0002 -0.0002
Si 6.7091 6.9331 25.1336 -0.0013 -0.0002 -0.0013
Si 4.0519 9.4947 25.1458 0 -0.0002 -0.001
Si 9.3631 9.6261 25.1131 -0.0005 0.0004 -0.0007
Si 2.6577 -0.0228 26.4489 0.0006 0.0011 0.0012
Si 8.1277 -0.0305 26.6696 0.0002 -0.0002 -0.0017
Si -0.064 2.7223 26.7562 -0.0003 -0.0001 -0.002
Si 5.4084 2.735 26.4628 -0.0007 0.0001 0.0013
Si 2.6263 5.4635 26.6152 0.0003 0.0001 -0.0022
Si 8.1539 5.4907 26.4169 0.0001 0.0011 0.0015
Si -0.0832 8.1839 26.3486 -0.0004 0.0002 0.001
Si 5.3934 8.2063 26.6315 -0.0001 -0.0007 -0.0021
Si 4.0586 1.3442 27.8507 0.0001 -0.0002 -0.0004
Si 9.5089 1.3247 28.0253 -0.0002 0.0001 0.0011
Si 1.3275 4.106 28.0227 0.0003 0.0013 0.0033
Si 6.7915 4.1206 27.8354 -0.0001 0.0001 0.0002
Si 4.0386 6.8179 27.9537 -0.0002 0.0006 0.0014
Si 9.5361 6.8373 27.8219 0.0004 0 -0.0001
Si 1.2962 9.5329 27.8134 -0.0002 -0.0001 -0.0001
Si 6.7769 9.5407 27.9947 0.0005 0.0014 0.0027
Si 0.0071 -0.0333 29.2912 0.0005 0.0004 -0.0002
Si 5.4344 0.0199 29.2923 0.0003 -0.0002 -0.0006
Si 2.7441 2.7211 29.2927 0.0002 -0.0006 -0.0009
Si 8.156 2.7677 29.2867 0.0003 0.0004 0.0003
Si -0.0457 5.5112 29.2929 0.0002 -0.0009 -0.0007
Si 5.4583 5.4684 29.2775 -0.0005 0.0009 -0.0005
Si 2.6901 8.2243 29.271 0.0009 -0.0002 -0.0002
Si 8.2093 8.1864 29.2816 0.0003 -0.0002 -0.0008
Si 1.3673 1.3673 30.6549 0.0369 -0.1599 -0.09
Si 6.8362 1.3673 30.6549 -0.2419 0.1894 0.0635
Si 4.1018 4.1018 30.6549 0.1653 -0.0535 -0.0451
Si 9.5708 4.1018 30.6549 -0.2243 0.1567 0.0268
Si 1.3673 6.8362 30.6549 -0.1865 0.1963 0.0654
Si 6.8362 6.8362 30.6549 0.0438 -0.1077 -0.1189
Si 4.1018 9.5708 30.6549 -0.2833 0.0905 -0.0159
Si 9.5708 9.5708 30.6549 0.0509 -0.1614 -0.015
Si 2.7345 0 0.6835 0.0001 0.1135 0.0957
Si 8.2035 0 0.6835 0.3053 -0.1172 -0.0286
Si 0 2.7345 0.6835 0.2311 -0.1729 -0.1003
Si 5.469 2.7345 0.6835 -0.0956 0.0672 0.0377
Si 2.7345 5.469 0.6835 0.1825 -0.143 0.0335
Si 8.2035 5.469 0.6835 -0.146 0.0972 0.0567
Si 0 8.2035 0.6835 -0.0283 0.1921 0.0671
Si 5.469 8.2035 0.6835 0.2059 -0.1949 -0.0244
Si 4.0978 1.392 2.0618 -0.0014 0.001 0.0015
Si 9.6293 1.3356 2.0563 -0.0005 0.0001 0.0013
Si 1.4142 4.0572 2.0537 -0.0001 0.0001 0
Si 6.8328 4.1054 2.0473 0.0005 0.0008 0.0002
Si 4.1353 6.8155 2.0611 0.0009 -0.0012 -0.0001
Si 9.5671 6.8529 2.0417 -0.0015 0.0009 0.0011
Si 1.3725 9.587 2.0557 -0.0008 0 0
Si 6.8699 9.5514 2.0459 0.0001 0.0003 -0.0005
Si 0.1013 0.0432 3.5193 0.0005 -0.0004 0.0004
Si 5.5257 0.0323 3.3483 -0.003 -0.0002 -0.0016
Si 2.7735 2.7323 3.5406 0.0016 0.0005 0.0017
Si 8.2663 2.753 3.335 -0.0007 -0.0007 -0.0032
Si 0.0512 5.4814 3.3182 -0.0016 0.0027 -0.0028
Si 5.4797 5.4335 3.4936 -0.0006 -0.0006 0.0013
Si 2.7916 8.2406 3.3671 0 0.0004 -0.0008
Si 8.2517 8.2257 3.4793 0.0003 -0.0009 0.0028
Si 1.4901 1.3696 5.027 -0.0028 -0.0019 -0.0007
Si 6.93 1.3829 4.6729 0.0018 0.0008 0.0011
Si 4.1211 4.0883 4.9709 0.0014 -0.0003 -0.0042
Si 9.6526 4.1141 4.6606 -0.0002 -0.0019 0.0027
Si 1.435 6.8216 4.6523 0.0028 -0.0022 0.001
Si 6.8653 6.8273 4.8202 0.0022 -0.0035 -0.0043
Si 4.1435 9.656 4.7026 0.0007 -0.0028 -0.0023
Si 9.693 9.5798 4.8583 -0.0004 0.0037 -0.0019
Si 2.9108 -0.1099 6.36 -0.0024 -0.0019 0.0016
Si 8.31 0.0974 6.1145 -0.001 -0.001 0.0015
Si 0.0332 2.8818 6.2059 -0.0014 0.0011 0.001
Si 5.6062 2.6272 6.1938 0.0008 0.0004 0.0024
Si 2.6915 5.5696 6.2256 -0.0055 0.0004 0.0018
Si 8.3186 5.4428 6.0831 0.0011 0.0024 0.0013
Si 0.2599 8.2262 6.0896 0.0057 0.0014 0.0016
Si 5.4245 8.2273 6.0474 -0.0009 0.0055 0.0025
Si 4.9506 0.7005 7.4825 -0.001 -0.0003 0.001
Si 9.1427 1.9752 7.3768 0.0015 -0.0012 -0.0035
Si 0.8568 4.7238 7.5139 0.0011 0.0003 -0.0019
Si 7.3962 3.6601 7.3384 -0.0008 0.0003 -0.002
Si 3.5877 7.4571 7.3571 -0.0031 0.0012 0.0242
Si 10.0591 6.5427 7.262 0.0009 -0.0047 -0.0015
Si 1.8455 9.1288 7.6538 0.0069 -0.0047 -0.006
Si 6.6246 9.8467 7.2117 0.0011 0.0006 -0.0021
H 4.0977 7.0054 8.6969 -0.0046 0.003 -0.0241
O 7.0348 4.0361 8.9362 -0.0009 0.0018 -0.0002
O 9.5871 1.8245 8.9902 0.0008 -0.0021 0.0003
O 5.0851 1.0694 9.1257 0.0004 -0.0001 0.0003
O 7.3153 9.1467 8.5798 0.0012 -0.0021 0
O 9.4189 7.3183 8.6105 0.0017 0.0028 0
O 1.252 4.2574 9.0869 0.0011 0.0001 0.0015
H 8.2823 2.6342 22.6067 0 0.0001 -0.0006
H 10.7611 0.195 22.5816 0 0.0002 -0.0005
O 10.329 5.3601 22.5583 -0.0007 0.0011 -0.0001
O 2.7739 2.1424 22.5993 0.0017 -0.0016 0.0005
O 2.9722 7.8567 22.2228 0 0.001 -0.0012
O 5.2099 5.5306 22.4541 0.0001 -0.0012 -0.0005
O 4.9781 0.4435 22.6021 -0.0012 0.0011 0.0016
O 7.9313 8.2531 22.3172 0.0006 -0.0003 -0.0011
Si 4.5195 8.208 14.4733 -0.0002 -0.0001 0.0045
Si 4.1456 1.6348 21.8463 -0.0009 0.0001 -0.0021
Si 3.949 1.4318 15.3055 -0.0005 0.0007 0.0026
Si 5.8773 1.2174 10.5306 -0.0033 0 0.0032
Si 8.045 7.879 9.2904 -0.0007 0.0026 0.0053
Si 7.2927 1.5292 14.6527 -0.0003 0.001 0.005
Si 5.8169 7.8335 19.0584 0 0 -0.0025
Si 8.5638 10.5813 18.8604 0 -0.0001 -0.0023
Si 5.009 4.5113 21.22 -0.0003 0.0002 -0.0023
Si 10.5695 2.8602 12.643 0.001 0.0004 0.0081
Si 1.1261 5.0248 16.9499 0 -0.0002 0.001
Si 3.2268 8.2891 20.6783 -0.001 -0.0007 -0.0026
Si 4.6018 9.8827 17.1077 -0.0008 -0.0005 0.0005
Si 9.3238 4.5024 18.4529 0.0009 0.0004 -0.0021
Si 8.4101 8.2256 20.7748 0.0003 -0.0004 -0.0013
Si 6.4867 4.9866 18.6707 -0.0002 0.0005 -0.0019
Si 1.0024 2.2711 15.4945 -0.0005 0.0004 0.0023
Si 2.8412 0.0571 19.5198 0.0003 0.0008 -0.0023
Si 4.6154 3.9859 11.5146 -0.0005 0.0016 0.0075
Si 0.3903 9.3404 15.8567 0.0004 0.0005 0.0027
Si 9.1515 1.088 10.3659 0.0023 0.0024 0.0056
Si 9.2335 10.4843 14.1925 0.0002 0.0004 0.004
Si 6.8033 5.1841 10.0626 -0.0004 -0.0032 0.006
Si 7.4444 2.2481 17.7976 0 0.0005 -0.0016
Si 8.7808 5.2367 12.5397 -0.0007 -0.0001 0.0076
Si 0.4007 0.5605 17.8921 0.0002 0 -0.0009
Si 2.3734 5.6239 19.7131 0.0002 0.0002 -0.0034
Si 5.0672 10.8913 13.1316 -0.0002 -0.0001 0.0053
Si 10.4102 5.7408 20.9809 0.0001 0.0003 -0.0018
Si 1.6148 4.4801 10.6534 0.0005 -0.0021 0.0036
Si 9.6817 9.2585 11.3029 -0.0015 -0.0002 0.008
Si 6.994 6.4699 14.8792 0.0001 -0.0002 0.0032
Si 1.8582 7.1338 14.708 -0.0006 -0.001 0.0036
Si 8.6069 8.5726 16.3401 -0.0006 0 0.0019
Si 0.4089 6.8689 11.9322 0.0006 -0.0008 0.0081
Si 5.5286 3.8547 14.462 -0.0003 0.0006 0.0035
O 9.8223 1.7633 11.6978 -0.0004 -0.0005 -0.0031
O 3.0862 3.893 11.0124 -0.0006 -0.0001 -0.0035
O 4.2462 8.7665 15.9846 0.0003 0 -0.0011
O 0.1526 8.4228 11.4745 0.0002 -0.0001 -0.0041
O 9.9881 0.3985 18.752 0.0004 0.0002 0.0013
O 0.8736 6.728 13.4936 0.0002 0.0001 -0.0025
O 0.6501 3.6465 11.6606 -0.0012 -0.0005 -0.0029
O 8.6107 9.7934 20.2989 0 0.0012 0.0014
O 9.6978 4.6029 20.0399 -0.001 -0.0009 0.0007
O 3.517 10.2732 18.2335 0.0012 -0.0005 -0.0001
O 3.4086 7.0368 14.2153 -0.0002 0.0001 -0.0023
O 8.4489 8.328 10.805 0.0011 0.0011 -0.0014
O 3.5962 4.8131 20.4319 -0.0009 0.0005 0.0018
O 4.7681 0.3761 16.2868 0.0001 0.0004 -0.0008
O 9.7351 7.2275 20.6822 -0.0001 0.0003 0.0024
O 7.5095 1.0857 10.4618 -0.0007 -0.0007 -0.0033
O 4.8222 8.2838 20.2905 0.0009 0.0001 0.0015
O 3.9825 1.0332 13.7127 -0.0002 0.0001 -0.0024
O 5.092 2.957 21.7014 0.0007 0.0008 0.0022
O 4.4553 9.4112 13.3923 0.0001 0.0002 -0.0031
O 2.1186 4.9484 18.2487 -0.0005 -0.0003 -0.0002
O 7.9957 5.4174 18.2309 -0.0005 0.0001 0.0012
O 5.2833 5.1872 10.6471 -0.0019 -0.0005 -0.0025
O 6.8108 2.9396 14.0002 -0.0004 -0.0004 -0.0026
O 0.0882 1.6506 16.7089 0.0001 0.0005 -0.0006
O 1.6507 8.6997 15.0978 0.0002 0.0004 -0.0018
O 7.2955 1.6975 16.2729 -0.0003 0 -0.0018
O 5.98 7.5583 14.2533 -0.0001 -0.0001 -0.0023
O 9.4671 3.9219 13.2151 -0.0001 0.0001 -0.0031
O 5.3399 0.0456 11.5456 -0.0002 -0.0011 -0.0031
O 1.4919 6.0916 10.993 -0.0011 0.0021 -0.0037
O 2.6411 7.2276 19.5743 0 -0.0001 0.0016
O 6.4022 0.3036 14.023 0 0.0001 -0.0022
O 7.758 4.8413 11.3483 0.0003 -0.0004 -0.0034
O 9.8098 10.5228 10.2891 -0.0002 -0.0002 -0.0043
O 4.7131 4.3128 13.1273 0.0002 -0.0003 -0.0023
O 1.0548 5.5886 20.6508 0.0006 -0.0001 0.0018
O 6.1203 5.1385 15.3083 -0.0003 0.0001 -0.001
O 1.3271 3.8051 15.9091 0 -0.0006 -0.0011
O 5.5463 6.3359 18.3447 -0.0001 -0.0004 0.001
O 2.3793 1.4159 15.676 0.0002 0 -0.0008
O 7.4289 0.8553 18.7208 -0.0002 0.0004 0.0016
O 6.9905 6.649 9.4019 -0.0035 -0.0018 -0.0055
O 6.3026 4.7647 20.2707 0.0013 0.0007 0.0006
O 8.2278 9.6086 15.1405 0 0.0006 -0.0019
O 5.4476 2.6224 11.2324 0.0003 0.001 -0.0029
O 7.2678 7.6517 19.7681 -0.0013 -0.0004 0.0008
O 10.5222 5.0591 17.4998 0.0004 0 0.0003
O 8.7992 1.1176 14.212 -0.0002 -0.0003 -0.0024
O 6.2935 3.4288 18.0602 0 -0.0004 0.001
O 4.5832 2.9421 15.4519 -0.0003 -0.0001 -0.0007
O -0.2078 10.446 14.8226 -0.0002 0.0001 -0.0018
O 1.5736 0.9337 18.9679 -0.001 0.0002 0.001
O 8.0846 6.07 13.7519 -0.0003 0.0002 -0.0027
O 3.7876 1.0945 20.3399 -0.0008 -0.001 0.0002
O 8.4317 9.4029 17.7286 0 -0.0008 -0.0003
O 8.8946 2.9756 18.064 -0.0006 -0.0003 0.0012
O 2.4782 9.7395 20.5106 -0.0001 0.0006 0.0022
O 1.5294 6.3215 16.0706 0.0003 0.001 -0.0018
O 9.9129 6.1342 11.8229 0.0001 0.0004 -0.0046
O 7.7302 7.2077 16.1541 -0.0003 0 -0.0007
O 5.7731 9.0755 17.9632 -0.0003 0.0008 0.0003
O 0.8288 10.0655 17.2335 -0.0003 -0.0005 -0.0002
O 10.1973 8.1951 16.1854 -0.0001 0.0003 -0.0007
O 0.4292 2.2541 13.9607 -0.0004 0.0003 -0.0031
O 9.2044 9.8311 12.7389 -0.0003 -0.0004 -0.0034

Results
free energy: -128315.265 eV
free energy less fixed offsets of H -15.97, O -568.88, Si -635.61 eV per atom: 5.805 eV

The program warned: the cutoff lies below the one the program advises for these potential files; the exchange-correlation potential is rough where the density is thin.
